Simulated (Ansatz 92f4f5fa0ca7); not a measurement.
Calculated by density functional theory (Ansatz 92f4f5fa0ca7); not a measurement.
Periodic cell of 225 atoms, Si132O91As1H1, from a study of silicon, its oxide and their interface. The atomic structure is a simulated model.

Settings: functional PBE; potential files Ansatz PAW; basis plane waves; wave-function cutoff 700 eV; density cutoff ratio 5; exchange-correlation grid ratio 1; k mesh 2 x 2 x 1, shifted by 0.5 0.5 0.5 of a step; self-consistency stop 5e-08 eV per atom in the density residual; occupations fixed; spin none; net charge 0.

Cell vectors (angstrom)
a  10.938  0  0
b  0  10.938  0
c  0  0  33.1827

Atoms and the computed forces on them: element, x, y, z (angstrom), force x, y, z (eV/angstrom)
Si  0.1263  -0.0148  26.0818  0.0214  -0.0202  -0.0503
Si  5.199  0.1911  25.5394  -0.0197  0.0078  -0.0464
Si  2.9744  2.4933  25.5984  0.0002  -0.0183  -0.0436
Si  8.0763  2.8071  25.7563  -0.0033  0.0165  -0.0336
Si  -0.3024  5.6898  25.7403  -0.0217  0.0124  -0.0378
Si  5.8314  5.0575  25.8372  0.0429  -0.0206  -0.0671
Si  2.3298  8.5969  25.6048  -0.0486  0.0734  -0.0526
Si  8.374  7.9334  25.6745  0.0199  -0.0181  -0.0432
Si  1.471  1.4811  27.1779  0.0257  0.0469  -0.0034
Si  6.7812  1.2835  26.976  0.0172  -0.0088  0.0033
Si  4.1101  4.0239  27.0187  -0.0207  -0.01  0.0354
Si  9.5939  4.0524  27.067  0.0078  -0.003  -0.0005
Si  1.3382  6.865  26.946  0.0144  -0.008  0.0226
Si  6.8344  6.8057  27.0468  -0.012  0.0009  0.0131
Si  4.0941  9.5469  26.9094  0.0116  0.0016  0.016
Si  9.4707  9.5375  27.06  -0.0126  0.0135  -0.0015
Si  2.7875  -0.0279  28.4121  0.0228  0.0016  -0.0092
Si  8.1523  -0.0126  28.3992  -0.0085  -0.0071  0.0033
Si  0.0221  2.7671  28.4547  0.0014  0.0088  0.0031
Si  5.4793  2.6915  28.4063  -0.0058  -0.0099  -0.0135
Si  2.7277  5.4703  28.332  -0.0054  0.0101  -0.0053
Si  8.2177  5.4507  28.4205  0.003  0.0041  -0.0156
Si  -0.0082  8.2082  28.3988  -0.0006  -0.0161  -0.0152
Si  5.4543  8.2064  28.3532  -0.005  0.0078  0.0043
Si  4.1018  1.3673  29.7644  0.2318  -0.2583  0.2947
Si  9.5708  1.3673  29.7644  -0.1119  -0.1081  -0.1585
Si  1.3673  4.1018  29.7644  0.184  0.5169  0.2086
Si  6.8362  4.1018  29.7644  -0.0442  -0.1365  0.0369
Si  4.1018  6.8362  29.7644  -0.13  -0.0249  -0.3934
Si  9.5708  6.8362  29.7644  0.1436  -0.0717  0.1189
Si  1.3673  9.5708  29.7644  0.0323  0.0099  -0.03
Si  6.8362  9.5708  29.7644  -0.3324  -0.0952  0.0307
Si  0  0  31.1317  0.0027  -0.0201  -0.0288
Si  5.469  0  31.1317  -0.045  0.0064  0.0521
Si  2.7345  2.7345  31.1317  0.0241  0.0203  -0.0458
Si  8.2035  2.7345  31.1317  -0.0204  0.0108  0.0155
Si  0  5.469  31.1317  0.0743  0.0752  0.0335
Si  5.469  5.469  31.1317  -0.0033  -0.0437  -0.045
Si  2.7345  8.2035  31.1317  -0.0614  -0.0172  -0.0078
Si  8.2035  8.2035  31.1317  -0.0275  -0.0448  -0.0485
Si  1.3673  1.3673  32.4989  -0.0363  0.017  0.0083
Si  6.8362  1.3673  32.4989  0.0203  -0.065  -0.0025
Si  4.1018  4.1018  32.4989  -0.0157  -0.0019  0.0089
Si  9.5708  4.1018  32.4989  0.0434  0.0045  -0.0169
Si  1.3673  6.8362  32.4989  -0.0357  -0.0294  0.0026
Si  6.8362  6.8362  32.4989  0.0256  0.0289  0.0083
Si  4.1018  9.5708  32.4989  0.0374  0.0292  -0.0108
Si  9.5708  9.5708  32.4989  -0.0022  0.0063  0.0053
Si  2.7345  0  0.6835  0.0323  -0.0556  -0.0156
Si  8.2035  0  0.6835  -0.0106  0.0496  0.0042
Si  0  2.7345  0.6835  -0.0474  0.0259  0.004
Si  5.469  2.7345  0.6835  0.0389  -0.0192  0.0027
Si  2.7345  5.469  0.6835  -0.0429  0.0533  0.001
Si  8.2035  5.469  0.6835  0.0172  -0.0508  -0.0153
Si  0  8.2035  0.6835  0.0245  -0.0052  0.0057
Si  5.469  8.2035  0.6835  -0.0441  0.0084  0.0044
Si  4.1018  1.3673  2.0507  -0.072  -0.0375  -0.0133
Si  9.5708  1.3673  2.0507  0.0604  -0.0264  0.0139
Si  1.3673  4.1018  2.0507  0.032  -0.0126  0.0236
Si  6.8362  4.1018  2.0507  0.0383  0.0865  0.0033
Si  4.1018  6.8362  2.0507  0.015  -0.0451  0.0184
Si  9.5708  6.8362  2.0507  -0.0287  0.004  -0.005
Si  1.3673  9.5708  2.0507  -0.0194  0.0915  0.0109
Si  6.8362  9.5708  2.0507  0.0326  -0.0402  0.0143
Si  0  0  3.418  0.303  0.2739  -0.4173
Si  5.469  0  3.418  -0.2135  -0.0145  0.1983
Si  2.7345  2.7345  3.418  0.0652  -0.0205  -0.0937
Si  8.2035  2.7345  3.418  0.0142  0.0757  0.1529
Si  0  5.469  3.418  -0.0084  0.093  0.1392
Si  5.469  5.469  3.418  -0.026  -0.0743  -0.1672
Si  2.7345  8.2035  3.418  0.0919  0.0048  0.2185
Si  8.2035  8.2035  3.418  -0.1795  -0.1591  -0.2564
Si  1.3698  1.3828  4.7838  0.0111  -0.0052  0.0158
Si  6.8024  1.3931  4.7866  -0.0121  0.0101  0.0015
Si  4.1343  4.0706  4.7793  -0.0024  -0.0015  0.0106
Si  9.5678  4.1201  4.8037  0.0054  -0.0035  0
Si  1.3898  6.8214  4.8054  0.0025  0.0009  0.0084
Si  6.7978  6.8485  4.774  -0.0019  -0.0029  0.0156
Si  4.0899  9.5739  4.8349  0.0025  -0.0035  -0.0042
Si  9.589  9.5759  4.6926  -0.0036  -0.0049  0.0212
Si  2.7271  0.0343  6.207  0.0086  0.007  -0.0117
Si  8.2217  -0.0012  6.0102  0.0044  0.0086  0.0099
Si  0.0406  2.7889  6.1692  0.0023  -0.0037  -0.0177
Si  5.4648  2.7264  6.2438  -0.0054  -0.0011  -0.0134
Si  2.7863  5.4279  6.1544  -0.0036  -0.0001  -0.0098
Si  8.1442  5.4674  6.1406  -0.0013  0.0004  -0.0005
Si  0.007  8.2606  6.0811  -0.0004  0.0085  -0.0074
Si  5.4502  8.1886  6.217  -0.0016  -0.0136  -0.0192
Si  3.911  1.5467  7.6144  -0.0144  0.014  0.0424
Si  9.6977  1.2236  7.3472  0.0056  -0.0383  0.0367
Si  1.7088  3.8387  7.5226  0.0398  -0.0097  0.0572
Si  6.5902  4.3488  7.5634  -0.0215  0.022  0.0493
Si  4.3095  6.5636  7.546  0.0049  -0.0381  0.0469
Si  9.3336  7.1112  7.3036  -0.0172  0.0235  0.0357
Si  1.0012  9.9308  7.4322  -0.0377  0.0226  0.0522
Si  7.1596  9.3533  7.356  0.0496  -0.0092  0.0492
O  9.4105  6.705  25.2633  0.0052  0.0121  -0.0213
O  4.0705  1.3382  25.0788  -0.0004  -0.0007  -0.0103
O  8.2437  8.2154  7.896  -0.007  0.0113  0.0139
O  2.7835  2.6879  8.0748  -0.0078  0.0064  0.0128
O  7.012  3.9982  25.4212  -0.003  -0.0085  -0.0174
O  1.2709  9.8047  25.8279  -0.0046  -0.0123  -0.0384
O  5.4692  5.4761  8.0346  -0.0015  0.0069  0.0129
O  -0.1434  0.104  7.8439  -0.0046  0.0047  0.0147
O  7.1877  3.7256  8.9781  0.007  0.0066  -0.0177
O  6.6847  10.2154  8.6667  -0.0324  -0.0185  -0.0012
O  10.145  6.4574  8.5624  -0.0077  -0.0124  -0.0076
O  1.4827  9.452  8.921  -0.008  0.0057  -0.0113
O  4.5768  0.8694  8.9907  -0.0035  -0.005  -0.0162
O  1.1627  4.6159  8.8746  -0.0091  -0.0149  -0.0239
O  8.9815  1.8018  8.7084  0.0098  0.0171  -0.0059
O  3.5133  7.0787  8.9017  0.0319  0.0029  -0.0081
O  7.75  8.5491  24.2529  -0.0186  -0.0096  0.0186
O  8.5872  2.2299  24.2833  0.0148  0.008  0.0133
O  5.3041  5.3817  24.3372  -0.0007  0.0138  0.0211
O  2.2905  3.199  24.2566  0.0046  -0.0125  0.033
O  10.7213  0.74  24.6806  -0.0189  -0.0095  0.0006
O  0.3839  5.0857  24.3746  -0.0021  -0.0096  0.0076
O  2.3394  8.6192  23.9365  -0.0053  -0.0273  0.0119
O  5.8467  10.4275  24.1632  -0.0084  -0.0006  0.0273
Si  11.8128  2.8661  16.5297  0.001  -0.0024  0.0006
Si  4.8416  6.3767  23.1883  -0.0023  0.0006  0.0003
Si  1.199  1.1867  12.3163  -0.0019  0.0015  -0.0038
Si  12.7629  5.8514  16.469  -0.0057  -0.0031  0.0007
Si  7.816  -4.8505  15.5405  0.0038  -0.0024  -0.0074
Si  10.3658  7.3395  11.6053  -0.0035  0.0008  -0.0048
Si  3.6726  2.6617  15.7869  0.002  0.0008  0.0017
Si  5.1736  3.4911  18.4387  -0.0007  0.0062  -0.0087
Si  10.2579  12.2337  18.8286  0.0024  0.0021  0.0037
Si  9.2089  -1.4975  19.1368  0.0004  -0.0034  0.0005
Si  9.0249  1.6866  12.3348  -0.0016  -0.0005  -0.0011
Si  0.7119  7.6612  14.4387  -0.0018  -0.0005  -0.0024
Si  10.7755  5.3073  9.514  -0.0082  0.0047  -0.0026
Si  7.0224  10.4075  12.3617  0.0026  -0.001  0.0014
Si  5.3781  0.5422  18.7544  0.0022  -0.0017  -0.0092
Si  7.7352  2.181  17.8926  0.002  0.001  0.0012
Si  3.6028  3.1931  12.8922  -0.001  0.0058  -0.0049
Si  5.4519  10.5802  9.6568  0.0047  -0.0121  -0.009
Si  4.7907  6.1705  20.28  -0.0049  -0.0031  0.0026
Si  13.2835  10.228  14.342  -0.0035  -0.0002  0.0002
Si  -1.0032  1.6273  23.5895  0.0045  -0.0165  0.0187
Si  4.8352  6.0296  12.5641  -0.0009  -0.0045  -0.0008
As  3.5699  9.4137  17.0856  -0.0045  0.0047  -0.0036
Si  4.9121  11.7387  13.8718  0.0028  -0.0001  0.0032
Si  8.5133  3.046  9.6503  0.0049  -0.0006  -0.0037
Si  2.2469  6.1367  21.8264  -0.0027  -0.0013  -0.0044
Si  6.383  9.0339  23.4724  0.0002  -0.0088  -0.001
Si  -4.6515  -1.9272  20.2722  0.011  -0.0024  0
Si  -0.6544  -3.5354  17.0004  -0.0015  0.0091  0.0013
Si  3.6977  7.9505  10.2783  0.0027  0.0086  -0.0008
Si  -0.2681  -0.1457  21.3362  0.0024  0.0006  0.0021
Si  1.2182  9.4829  10.5268  -0.0067  0.0035  -0.001
Si  1.0647  3.9369  23.4388  -0.0113  0  -0.0079
Si  1.0985  -2.2497  22.8599  -0.0072  0.0045  -0.004
Si  8.9587  3.0802  15.1995  -0.001  -0.0009  -0.0017
Si  7.5651  7.2469  12.6839  0.002  -0.001  -0.0036
Si  4.6988  6.8174  15.6742  -0.0018  0.0023  -0.0053
O  6.769  3.4771  18.0858  -0.0132  -0.0379  0.0035
O  8.032  -3.8768  14.2409  -0.0184  -0.0142  0.0056
O  9.5961  -0.1248  18.3146  0.0148  0.005  0.025
O  1.8363  8.7385  13.9559  -0.0162  0.0037  0.0196
O  -0.1837  7.3058  13.165  0.0141  0.0095  -0.0014
O  -0.0497  2.8245  23.0347  0.0032  0.0017  0.0247
O  2.3451  8.429  11.0436  0.0015  0.0118  -0.0124
O  -7.4759  3.6289  14.4753  0.0102  -0.0249  0.0022
O  6.3538  0.0927  13.7218  -0.0117  0.0014  -0.0252
O  6.8691  0.8171  18.15  -0.0174  0.0254  0.0083
O  2.1864  2.017  16.0345  0.0214  0.0023  0.001
O  7.0195  8.781  12.4668  0.0057  0.0065  0.0049
O  8.5257  0.1186  12.2895  -0.0193  0.0245  0.0026
O  8.757  7.0562  11.5839  0.005  0.0051  0.015
O  4.663  8.4639  16.0357  -0.0071  -0.0193  -0.0024
O  12.3891  10.9899  11.1424  -0.0092  -0.0133  0.013
O  4.7302  12.4256  15.3461  -0.0232  0.0047  -0.018
O  16.4125  -5.0446  21.7545  -0.0329  0.0103  0.0077
O  3.7878  10.5583  13.658  -0.0093  0.0196  0.0231
O  6.4706  6.0487  12.44  0.0022  0.0109  0.0111
O  21.5267  3.1383  15.4665  -0.0109  -0.0087  0.0184
O  -1.9787  2.2938  18.9811  -0.0067  -0.018  -0.0278
O  4.8048  12.978  19.1913  0.0216  -0.0001  -0.0042
O  11.1513  6.0947  10.8883  -0.0209  0.0047  -0.0041
O  12.4966  4.304  16.8748  -0.0102  0.0028  -0.0117
O  1.5095  4.6822  22.0389  -0.0004  0.0079  0.0221
O  4.9951  4.884  19.2791  -0.001  -0.0013  0.0073
O  4.4121  7.0601  11.4057  -0.0064  -0.0007  -0.005
O  3.4499  6.1761  16.553  0.0063  0.0149  -0.0165
O  19.617  2.381  13.7634  0.0116  -0.0052  -0.0024
O  -1.0954  -1.3732  20.6385  0.0077  0.0274  -0.0175
O  8.922  6.5337  16.6651  0.0006  0.0057  -0.0129
O  -0.2311  8.2548  15.6495  0.0105  -0.034  -0.0026
O  16.405  7.6271  19.8526  -0.0003  0.0122  0.0006
O  2.4651  10.2175  15.9887  0.0244  -0.0048  -0.0096
O  0.7135  6.5973  17.4244  -0.0039  0.007  -0.0216
O  -2.6244  2.1502  16.3728  0.003  0.0195  0.0114
O  6.2224  -4.6892  16.0299  -0.002  0.0139  -0.0114
O  4.2959  3.4732  17.0546  0.0153  -0.0251  0.0001
O  4.1386  4.5778  12.2003  0.0083  0.005  0.0143
O  4.5256  9.2708  9.8377  0.0042  0.0038  0.0127
O  6.1135  -0.0039  11.1018  0.0091  -0.0192  0.0018
O  6.6812  9.1287  21.8642  -0.0083  -0.0016  0.0073
O  0.3412  2.0177  17.8042  -0.0159  0.0062  -0.004
O  9.6268  0.6132  22.3524  0.021  0.0112  -0.0004
O  3.2317  6.2459  23.1207  0.008  0.0144  -0.0288
O  8.1959  4.5307  15.1871  0.0047  0.0021  0.0056
O  0.1413  0.975  20.2046  -0.026  -0.0261  -0.0064
O  -1.0305  8.2578  18.3059  -0.0085  0.0095  0.0046
O  4.7352  12.9488  12.7764  -0.0204  0.0025  0.0321
O  5.2303  7.8953  23.637  0.017  0.003  -0.0098
O  4.4437  -4.3666  14.0714  0.0113  -0.006  0.0043
O  1.2315  7.414  21.8312  0.0189  0.0025  0.029
O  8.2297  2.4976  11.1557  0.0185  -0.0093  -0.0027
O  12.347  6.2644  14.9332  -0.0043  0.025  0.0209
O  2.8338  -2.3117  18.2946  -0.0027  0.0023  0.0037
O  9.6893  4.146  9.7712  -0.0013  0.0029  -0.0014
O  2.2274  2.4893  12.2811  -0.0019  -0.0163  0.0166
O  -0.221  8.809  10.9467  0.0222  -0.0186  0.0104
O  15.4358  -0.1149  17.5217  0.0066  0.0001  0.0092
O  5.4116  10.3721  19.9508  0.0043  -0.0082  -0.0177
O  3.1598  6.2337  20.4718  0.0127  -0.0002  0.0382
O  1.0575  10.1281  22.0424  -0.0248  -0.0201  0.0045
O  12.2324  0.4157  13.7756  0.0166  -0.0099  -0.0285
O  -3.3107  -1.8584  19.3371  -0.0068  0.0032  0.0197
O  10.6349  1.7634  12.098  -0.0035  -0.0129  0.011
O  -0.3137  -2.3631  23.6818  -0.0085  -0.0062  -0.0425
H  -1.0743  -2.7405  23.2129  0.0383  0.0038  0.0226

Results
free energy: -140551.988 eV
free energy less fixed offsets of As -4857.07, H -17.10, O -569.03, Si -635.61 eV per atom: 4.432 eV

The program warned: the cutoff lies below the one the program advises for these potential files; the exchange-correlation potential is rough where the density is thin.
